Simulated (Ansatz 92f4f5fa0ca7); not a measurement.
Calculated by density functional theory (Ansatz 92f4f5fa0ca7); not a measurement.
Periodic cell of 351 atoms, Si241O110, from a study of silicon, its oxide and their interface. The atomic structure is a simulated model.
Doubt: the cutoff is far below the 930 eV that the study's wrapper takes by default for these files, so forces and energies are approximate.
This geometry differs little from another in the collection (a relaxation step or a small displacement).

Settings: functional PBE; potential files Ansatz PAW; basis plane waves; wave-function cutoff 580 eV; density cutoff ratio 5; exchange-correlation grid ratio 1; k mesh 1 x 1 x 1, Gamma-centred; self-consistency stop 5e-08 eV per atom in the density residual; occupations fixed; spin none; net charge 0.

Cell vectors (angstrom)
a 11.6015 0 0
b 0 13.3963 0
c 0 0 40.0892

Atoms: element, x, y, z (angstrom)
Si 0 2.2327 1.1851
Si 3.8672 2.2327 1.1851
Si 7.7343 2.2327 1.1851
Si 1.9336 5.5818 1.1851
Si 5.8008 5.5818 1.1851
Si 9.6679 5.5818 1.1851
Si 0 8.9308 1.1851
Si 3.8672 8.9308 1.1851
Si 7.7343 8.9308 1.1851
Si 1.9336 12.2799 1.1851
Si 5.8008 12.2799 1.1851
Si 9.6679 12.2799 1.1851
Si 1.9336 1.1164 1.9745
Si 5.8008 1.1164 1.9745
Si 9.6679 1.1164 1.9745
Si 0 4.4654 1.9745
Si 3.8672 4.4654 1.9745
Si 7.7343 4.4654 1.9745
Si 1.9336 7.8145 1.9745
Si 5.8008 7.8145 1.9745
Si 9.6679 7.8145 1.9745
Si 0 11.1635 1.9745
Si 3.8672 11.1635 1.9745
Si 7.7343 11.1635 1.9745
Si 1.9336 1.1164 4.3426
Si 5.8008 1.1164 4.3426
Si 9.6679 1.1164 4.3426
Si 0 4.4654 4.3426
Si 3.8672 4.4654 4.3426
Si 7.7343 4.4654 4.3426
Si 1.9336 7.8145 4.3426
Si 5.8008 7.8145 4.3426
Si 9.6679 7.8145 4.3426
Si 0 11.1635 4.3426
Si 3.8672 11.1635 4.3426
Si 7.7343 11.1635 4.3426
Si 0 0 35.7487
Si 3.8672 0 35.7487
Si 7.7343 0 35.7487
Si 1.9336 3.3491 35.7487
Si 5.8008 3.3491 35.7487
Si 9.6679 3.3491 35.7487
Si 0 6.6981 35.7487
Si 3.8672 6.6981 35.7487
Si 7.7343 6.6981 35.7487
Si 1.9336 10.0472 35.7487
Si 5.8008 10.0472 35.7487
Si 9.6679 10.0472 35.7487
Si 0 0 38.1168
Si 3.8672 0 38.1168
Si 7.7343 0 38.1168
Si 1.9336 3.3491 38.1168
Si 5.8008 3.3491 38.1168
Si 9.6679 3.3491 38.1168
Si 0 6.6981 38.1168
Si 3.8672 6.6981 38.1168
Si 7.7343 6.6981 38.1168
Si 1.9336 10.0472 38.1168
Si 5.8008 10.0472 38.1168
Si 9.6679 10.0472 38.1168
Si 0 2.2327 38.9062
Si 3.8672 2.2327 38.9062
Si 7.7343 2.2327 38.9062
Si 1.9336 5.5818 38.9062
Si 5.8008 5.5818 38.9062
Si 9.6679 5.5818 38.9062
Si 0 8.9308 38.9062
Si 3.8672 8.9308 38.9062
Si 7.7343 8.9308 38.9062
Si 1.9336 12.2799 38.9062
Si 5.8008 12.2799 38.9062
Si 9.6679 12.2799 38.9062
Si -0.2339 0.0536 28.5471
Si 3.9976 -0.079 28.5346
Si 7.7721 -0.0254 28.7788
Si 1.7958 3.2343 28.4229
Si 5.7205 3.4203 29.0204
Si 9.3895 3.3046 28.7487
Si -0.056 6.6595 28.4958
Si 3.8725 6.663 28.6651
Si 7.4277 6.7794 28.5264
Si 1.8173 9.9327 28.698
Si 5.5581 10.1384 28.7535
Si 9.5953 10.063 28.6446
Si -0.1482 2.2614 29.3647
Si 3.7526 2.1679 29.2938
Si 7.598 2.1603 29.7005
Si 1.8768 5.4988 29.25
Si 5.7122 5.6494 29.7254
Si 9.4868 5.6323 29.1774
Si -0.1293 8.856 29.4418
Si 3.7536 8.8733 29.5461
Si 7.5836 8.994 29.3097
Si 1.8636 12.2991 29.122
Si 5.8075 12.3038 29.5996
Si 9.6499 12.2299 29.5986
Si -0.0559 2.2426 31.7491
Si 3.8004 2.1905 31.7189
Si 7.6678 2.1967 31.9991
Si 1.8993 5.5401 31.6774
Si 5.7536 5.6263 32.0157
Si 9.5907 5.5975 31.6404
Si -0.0691 8.8879 31.8023
Si 3.7924 8.9066 31.8813
Si 7.6658 8.9429 31.7317
Si 1.8866 12.2932 31.6088
Si 5.793 12.273 31.9226
Si 9.6543 12.2549 31.9206
Si 1.8732 1.0984 32.5336
Si 5.7086 1.1065 32.6635
Si 9.6541 1.1105 32.6412
Si -0.0626 4.4862 32.5026
Si 3.803 4.425 32.5747
Si 7.7227 4.4792 32.6223
Si 1.866 7.7529 32.5806
Si 5.7625 7.8719 32.668
Si 9.5851 7.795 32.5513
Si 0.0175 11.1394 32.5678
Si 3.7953 11.1774 32.5555
Si 7.718 11.13 32.6459
Si 1.9287 1.1089 34.928
Si 5.7807 1.1181 35.0027
Si 9.6759 1.1165 34.9879
Si -0.0078 4.4728 34.9131
Si 3.8522 4.4531 34.9507
Si 7.7446 4.4705 34.9772
Si 1.923 7.8002 34.9531
Si 5.8038 7.8304 35.0051
Si 9.655 7.8079 34.9375
Si 0.0122 11.1609 34.9474
Si 3.8518 11.1692 34.9399
Si 7.7344 11.1521 34.9917
Si 0.0196 0.0085 5.1486
Si 3.8725 0.0026 5.18
Si 7.7327 0.0063 5.1506
Si 1.9342 3.3482 5.1545
Si 5.7935 3.3401 5.1283
Si 9.6684 3.3546 5.154
Si 0.0025 6.6785 5.1086
Si 3.8691 6.6876 5.1109
Si 7.7454 6.7051 5.1561
Si 1.9399 10.0598 5.0822
Si 5.8221 10.068 5.1105
Si 9.6597 10.0499 5.0774
Si 0.0978 0.0308 7.531
Si 3.9188 0.0059 7.5909
Si 7.7772 0.037 7.5324
Si 1.9453 3.3489 7.5416
Si 5.7803 3.322 7.4951
Si 9.6738 3.375 7.5415
Si 0.046 6.643 7.4624
Si 3.9193 6.6834 7.4638
Si 7.7962 6.7294 7.5442
Si 1.9979 10.0796 7.4147
Si 5.9139 10.1369 7.463
Si 9.6945 10.0656 7.4075
Si 0.0018 2.2667 8.3716
Si 3.8541 2.2388 8.4139
Si 7.7247 2.2759 8.323
Si 1.9927 5.5818 8.3252
Si 5.8588 5.555 8.2277
Si 9.7232 5.598 8.3801
Si 0.0434 8.9178 8.0147
Si 3.981 8.9712 8.0387
Si 7.8036 8.9943 8.3288
Si 2.0079 12.2435 8.3883
Si 5.8786 12.329 8.4295
Si 9.7514 12.2942 8.1866
Si 0.0054 2.2747 10.7744
Si 3.8048 2.2423 10.8411
Si 7.7064 2.3003 10.7015
Si 2.0394 5.602 10.7195
Si 5.9119 5.5254 10.5669
Si 9.7807 5.6114 10.7977
Si 0.0889 8.8697 10.2929
Si 4.0967 8.9466 10.3204
Si 7.8829 9.0662 10.7316
Si 2.1 12.1249 10.8082
Si 5.9504 12.3593 10.876
Si 9.8862 12.2869 10.509
Si 1.8437 0.9801 11.5282
Si 5.7794 1.2449 11.6454
Si 9.6114 1.1062 11.3598
Si 0.1351 4.5227 11.6453
Si 3.9823 4.5227 11.5503
Si 7.8177 4.5252 11.5472
Si 2.1184 7.9326 10.9948
Si 5.9508 7.7833 11.1956
Si 9.8338 7.9065 11.3865
Si 0.1008 10.9467 11.332
Si 4.1392 10.979 11.5251
Si 8.0197 11.3614 11.5435
O 15.6776 -9.9503 18.171
O 14.9928 4.8835 22.0231
O 6.8489 -2.7111 18.647
O 8.4911 11.7161 13.1427
O 1.4963 0.8196 13.1581
O -0.4746 8.0682 16.9177
O 2.2001 3.2765 23.9097
O 13.8039 15.9121 16.5755
O 17.4552 9.0596 14.9626
O 11.8827 4.5948 13.315
O 4.1347 4.6206 13.2182
O 7.6057 4.5231 15.898
O 11.6909 6.7134 26.8327
O -2.4003 3.8306 17.9955
O 5.9596 3.8773 27.4527
O 5.0736 10.3634 27.1607
O 8.0481 13.389 27.1217
O 1.6918 3.0258 26.7394
O -0.8348 13.6311 26.9804
O 8.9433 7.0339 24.4811
O 4.2552 6.6457 27.0286
O -0.5841 18.677 24.6919
O 9.7044 10.1587 26.9851
O 7.6201 6.9128 14.6644
Si 15.2558 -0.3821 18.536
Si -5.2531 12.7378 21.7669
Si 7.9418 4.6824 21.7534
Si -0.2999 4.7672 14.8418
Si 4.3105 5.8729 21.0811
Si 9.5521 3.4061 19.5353
Si 3.655 -10.1639 16.6
Si 1.7304 10.519 25.7482
Si -10.2819 -3.589 20.9405
Si -3.2383 2.834 25.686
Si -6.3898 1.1344 14.7957
Si 0.6293 2.1703 16.3967
Si -2.2438 0.1258 26.1196
Si 9.386 12.9257 13.8411
Si -0.5473 19.2409 19.7885
Si 0.6014 6.1642 25.3823
Si 22.6778 0.9984 19.1271
Si -6.2374 -23.1636 19.1748
Si 7.861 3.4919 17.1296
Si 23.5415 6.6968 17.1321
Si 5.5523 6.6366 26.0138
Si -8.4937 3.3532 22.5369
Si -1.3508 -2.6468 25.5599
Si 18.3319 12.3251 18.7733
Si 4.5672 11.585 26.1834
Si 2.4776 3.7305 25.467
Si -3.8235 0.4155 16.3115
Si 0.8025 -0.1232 14.3031
Si -16.8908 -2.9314 23.7359
Si 1.6474 -4.9412 23.4853
Si 13.781 8.0537 14.0654
Si -15.0348 18.7477 14.6136
Si -5.9847 3.727 25.8839
Si 9.4537 5.4603 24.2686
Si -0.8204 11.2408 19.1092
Si -5.7181 15.8037 21.937
Si 2.1557 1.1519 20.6247
Si 10.3026 -3.9544 16.7808
Si 6.1244 7.5308 14.3996
Si 10.9963 22.5888 13.8864
Si -7.7689 5.5398 14.5441
Si 8.8197 8.5929 23.8857
Si -8.3148 -1.4245 21.1448
Si 20.1474 -19.3017 20.9378
Si 13.6136 7.2288 19.4784
Si -18.4961 -5.4543 23.2336
Si 8.1883 9.7586 18.8703
Si 4.478 9.9149 14.6309
Si 14.8531 12.4018 15.559
O -11.3553 -2.5471 20.288
O 0.757 -4.511 22.1785
O 1.8324 12.0807 14.7955
O -8.3962 11.7878 19.5097
O 11.1133 -16.2193 17.6494
O 9.1031 1.4498 25.1537
O 7.0035 -1.7838 22.77
O 11.5471 10.3522 12.8867
O -4.1222 9.4547 24.3274
O 2.0024 9.7322 24.3878
O 10.0376 22.9582 24.4379
O 13.4221 9.5596 27.0628
O -9.6121 5.3019 25.5349
O -0.8695 -0.5553 18.8454
O 12.2498 8.3366 14.4956
O 16.8714 12.94 18.3737
O 2.9581 12.9211 17.0762
O 12.1926 14.4391 20.2822
O 7.6822 18.038 13.2148
O -6.4356 6.845 22.0986
O 7.0861 -0.6726 20.3128
O 5.2641 18.3956 20.0677
O -4.0269 -7.1856 21.2686
O -4.7013 6.9529 26.9209
O -5.1445 -12.4928 22.288
O -2.939 4.3383 25.1345
O -6.3177 9.4531 22.9267
O 6.7901 -9.6837 22.4243
O 4.813 12.1941 21.6214
O 8.9135 2.9255 27.2104
O 16.8252 7.6411 24.7669
O 14.096 13.3139 21.6428
O 5.0977 6.4392 15.035
O 11.3987 3.3306 15.6073
O 0.9126 -7.0613 20.3107
O -7.0859 15.971 22.8174
O 12.4116 7.3989 24.3649
O 3.0881 -5.558 23.0683
O 3.2132 -4.4624 14.9413
O -0.607 -0.769 13.813
O 5.7377 14.9319 13.3025
O 6.3553 0.2553 15.5435
O -3.5357 1.9945 16.5308
O -17.6639 -10.9451 20.3174
O 13.3955 6.973 17.8632
O 2.3141 8.5156 12.5321
O 16.0246 23.9635 13.1256
O -3.3157 3.7848 20.4569
O -8.4946 0.977 19.2835
O -1.3898 -3.5827 15.1858
O 2.5663 6.4862 14.1687
O 0.2341 -2.2349 25.6693
O -7.3152 -2.2487 15.6778
O -3.7466 8.4546 19.8035
O 8.8369 21.8123 22.2599
O -2.3746 18.336 22.736
O 3.4585 6.7884 20.0374
O -2.3816 0.9296 12.993
O 17.0896 -2.0342 24.8508
O 5.7797 -21.5807 25.2351
O 12.1186 5.8327 15.7705
O 10.8049 4.2711 20.1431
O -1.5767 8.1803 13.0331
O 7.7798 13.0203 17.7346
O -0.0224 1.861 17.8452
O 11.0213 -7.5416 18.1655
O 2.9607 11.5828 25.8337
O 9.3279 -2.7145 19.611
O 9.7858 5.3379 14.6993
O -6.8099 2.3888 15.7603
O 2.5507 -2.7694 21.6615
O -1.8355 1.7989 19.6737
O 8.9333 -0.255 15.3827
O -1.6476 -6.5065 20.3736
O 2.3477 -10.797 21.3175
O 8.7938 -4.107 17.4146
O 1.8148 -4.5711 19.7411
O 3.4615 18.0419 15.8354
O 3.9129 26.9663 14.6343
O -11.1345 0.7959 15.5768
O -5.8593 -5.7491 12.8299
O 4.0478 3.3426 25.7176
O -2.1411 12.152 25.2105
O 4.6523 13.0363 26.9815
O 6.7438 2.6476 25.3781
O 6.6125 3.6111 18.1494

Results
free energy: -215760.422 eV
free energy less fixed offsets of O -568.88, Si -635.61 eV per atom: -1.612 eV

Forces (eV/angstrom), in the order of the atoms: element, x, y, z
Si 0.0002 0.0211 -0.0002
Si -0.0088 0.0212 -0.0115
Si -0.0141 0.0014 0.0467
Si -0.0017 -0.003 0.01
Si -0.0151 -0.0006 0.0247
Si 0.0088 0.0149 0.0008
Si -0.0026 -0.007 0.0132
Si -0.011 -0.0082 0.0301
Si 0.004 0.0264 0.0188
Si -0.0123 -0.0264 -0.0022
Si 0.0074 0.0041 -0.0482
Si -0.0196 -0.0339 -0.0224
Si 0.0563 -0.0068 -0.0026
Si -0.0188 -0.0595 -0.0039
Si 0.031 -0.0106 -0.0174
Si 0.0024 -0.0783 0.0044
Si -0.0175 -0.0484 0.0011
Si 0.0046 0.0125 -0.0077
Si -0.0001 -0.0125 -0.0099
Si 0.0364 0.0042 -0.0137
Si 0.0078 -0.047 -0.0064
Si 0.0022 0.0573 -0.0029
Si 0.0572 0.0683 -0.0046
Si 0.0146 0.0821 0.0104
Si 0.1633 0.0295 0.0979
Si -0.056 -0.0803 0.0465
Si 0.0609 0.0251 0.2483
Si 0.0264 -0.1681 -0.0744
Si -0.0555 -0.1204 -0.0694
Si -0.0002 0.0381 0.2087
Si 0.0087 -0.0563 -0.035
Si 0.118 0.0424 0.1566
Si 0.0168 -0.095 -0.0953
Si -0.0156 0.1735 -0.1205
Si 0.1715 0.2187 -0.067
Si 0.0362 0.2367 -0.3563
Si 0.1282 -0.0677 0.0357
Si -0.2386 -0.0697 0.1206
Si -0.0275 -0.0066 0.0003
Si -0.1975 -0.0689 -0.1963
Si -0.039 0.1071 -0.0011
Si 0.1263 0.077 0.0524
Si -0.1479 -0.0721 -0.0915
Si -0.0691 -0.0774 -0.0885
Si 0.0426 0.0221 0.1758
Si 0.0066 -0.0762 -0.0328
Si -0.179 0.1601 0.1723
Si 0.129 -0.1002 -0.0814
Si 0.0329 -0.0211 -0.0151
Si -0.0728 -0.0234 -0.0167
Si -0.0187 -0.0071 0.0087
Si -0.0666 -0.0145 0.0109
Si -0.0209 0.0568 0.0151
Si 0.0471 0.0372 0.0066
Si -0.0511 -0.0114 0.0047
Si -0.0193 -0.0217 0.015
Si 0.0129 0.0209 -0.0017
Si 0.0037 -0.0261 0.0065
Si -0.059 0.0874 0.0062
Si 0.044 -0.0221 0.0115
Si -0.0034 -0.0185 0.011
Si 0.0121 -0.0227 -0.0258
Si 0.0115 -0.0042 -0.0349
Si 0.0014 0.0047 -0.0266
Si 0.0138 -0.0027 0.0017
Si -0.0058 -0.0145 0.0188
Si 0.005 0.0096 -0.0012
Si 0.0106 0.0154 -0.0078
Si -0.0048 -0.0211 -0.0253
Si 0.01 0.0239 0.0217
Si -0.0061 -0.0087 0.0262
Si 0.0211 0.0297 -0.0165
Si -0.0012 0.0027 0.0197
Si -0.0089 -0.003 0.0072
Si 0.0034 0.0115 0.0275
Si -0.0053 0.0056 0.0212
Si -0.0147 -0.0052 0.0056
Si -0.0216 0.0016 0.0129
Si -0.0023 -0.0075 0.025
Si 0.0057 0.0119 0.0214
Si -0.0085 -0.0046 0.0203
Si -0.0048 0.0292 0.0017
Si -0.007 -0.0027 0.0196
Si 0.0084 -0.0017 0.0276
Si 0.0188 -0.002 -0.0151
Si -0.0003 0.0052 -0.0022
Si 0.0082 -0.0014 -0.0093
Si 0.001 -0.012 -0.0128
Si 0.0141 -0.0038 -0.0228
Si 0.005 -0.0004 -0.0074
Si -0.0082 -0.0101 -0.0085
Si -0.0012 -0.0082 -0.0047
Si 0.0076 0.0024 -0.0106
Si 0.0143 -0.0111 -0.0021
Si 0.0079 -0.0066 -0.011
Si -0.0066 -0.0022 -0.0114
Si -0.0083 0.0012 0.013
Si -0.0038 -0.0051 0.0112
Si -0.005 -0.001 0.0077
Si 0 -0.0054 0.0152
Si 0.0071 0.0109 0.0187
Si -0.0062 0.0032 0.0081
Si 0.0046 -0.0028 0.007
Si -0.0056 -0.0014 0.0029
Si -0.008 -0.003 0.0158
Si 0.0025 0.0037 0.0089
Si -0.0014 0.006 0.0134
Si 0.0115 -0.0006 0.01
Si 0.0099 -0.0047 0.0055
Si 0.0114 -0.0004 -0.0058
Si 0.0028 -0.0007 -0.0095
Si 0.0126 -0.0037 -0.0035
Si -0.0055 -0.0023 -0.0047
Si -0.0045 -0.0055 -0.0034
Si 0.0002 0.008 -0.0069
Si 0.0012 -0.0096 -0.0093
Si 0.0066 0.0013 0.0004
Si -0.0077 0.0026 -0.0073
Si 0.0058 0.0007 -0.0028
Si -0.002 0.0003 -0.0099
Si -0.0068 0.002 -0.0035
Si -0.0003 -0.0022 -0.009
Si -0.0052 -0.0022 -0.0048
Si -0.0054 -0.0011 -0.0011
Si 0.004 0.0056 -0.0016
Si -0.0028 0.0015 -0.0033
Si 0.0016 0.0021 -0.0038
Si -0.0017 -0.0048 -0.0066
Si -0.0031 0.0006 -0.001
Si -0.0021 0.0004 -0.0032
Si -0.0003 0.0005 -0.0045
Si -0.0037 0.0031 -0.0025
Si 0 -0.0036 0.0046
Si 0.0041 -0.0034 0.001
Si 0.0033 -0.007 -0.0008
Si 0.0019 -0.0058 0.0034
Si 0.0013 0.0013 0.0043
Si 0.0026 -0.0029 0.0029
Si 0.0024 0.0025 0.0099
Si 0.0004 0.0042 0.005
Si 0.0009 -0.0001 0.0006
Si -0.0002 -0.0025 0.008
Si 0.0005 -0.0008 0.0069
Si 0.0052 0.002 0.0067
Si -0.0094 -0.0054 0.0021
Si 0.0016 0.0029 0.0015
Si -0.0041 0.0055 0.0101
Si 0.0003 0.005 -0.0045
Si 0.0075 0.0016 0.0035
Si 0.0102 0.0032 0.0017
Si -0.006 0.0111 0.0018
Si 0.002 0.0002 0.0003
Si -0.0015 -0.0009 0.0002
Si -0.008 0.0048 -0.001
Si -0.0104 -0.0112 0.0079
Si 0.0057 -0.0027 0.0053
Si -0.0064 0.0013 -0.0123
Si -0.0007 -0.0006 -0.0129
Si -0.0139 -0.0004 -0.0072
Si -0.0027 -0.0052 -0.0136
Si -0.0063 0.0002 -0.008
Si 0.0135 0.0037 -0.011
Si -0.0006 -0.007 -0.0074
Si 0.0168 0.0083 -0.0185
Si -0.0028 0.0098 -0.0126
Si -0.0066 -0.0107 -0.0201
Si -0.0027 -0.0021 -0.0228
Si 0.0153 -0.0021 -0.0056
Si -0.0062 -0.0064 0.0225
Si -0.0094 -0.0044 0.0207
Si -0.0075 -0.0004 0.014
Si 0.0127 -0.0024 0.0194
Si -0.0005 -0.007 0.0213
Si -0.0003 -0.0112 0.0182
Si -0.0057 0.0208 0.0164
Si -0.0202 0.0068 0.019
Si -0.0175 -0.017 0.0202
Si 0.0189 0.027 0.015
Si 0.0078 0.0208 0.0108
Si -0.0248 0.0298 0.0011
Si 0.0125 0.0001 -0.0174
Si -0.0036 -0.0053 -0.0186
Si 0.0053 -0.0051 -0.0159
Si 0.0051 0 -0.0373
Si 0.0039 -0.0025 -0.0304
Si -0.0005 -0.0093 -0.0311
Si -0.0085 -0.0162 -0.0089
Si 0.0175 0.0141 -0.0091
Si 0.003 0.0277 -0.0168
Si 0.0085 -0.0612 -0.0494
Si -0.0144 -0.0186 -0.0109
Si 0.025 -0.0096 -0.0091
O 0.0043 0.0015 0.004
O 0.005 0.0075 -0.0025
O -0.0014 -0.0019 -0.0018
O 0.0036 0.012 0.0183
O -0.0131 -0.0093 0.0212
O -0.0007 0.0036 -0.0043
O 0.0053 -0.0067 -0.0203
O 0.0009 0.0007 -0.0052
O 0.0009 -0.0017 -0.0037
O -0.0097 0.0035 0.0504
O -0.001 0.0075 0.025
O 0.0042 -0.0013 0.0029
O -0.0005 -0.0079 -0.0279
O -0.0035 -0.0009 -0.003
O 0.0148 0.0101 -0.0134
O 0.008 0.0047 -0.0106
O 0.0108 -0.0064 -0.0116
O 0.001 0.0017 -0.0435
O -0.0137 -0.0007 -0.0142
O 0.0026 0.0031 0.0027
O 0.0118 0.0006 -0.0125
O -0.0002 0.0083 -0.0011
O -0.008 -0.003 -0.0124
O 0.0005 -0.0011 -0.0094
Si -0.0026 0.0005 -0.0103
Si 0.0015 -0.0038 -0.0058
Si 0.0028 -0.0019 -0.0046
Si -0.0074 0.0044 -0.0121
Si 0.0033 -0.0035 0.0011
Si -0.002 -0.0008 -0.0069
Si 0.0046 0.0012 0.0033
Si 0.0035 0.0414 0.0686
Si 0.002 -0.0048 0.0078
Si 0.0096 -0.0142 0.0067
Si 0.0038 0.0012 -0.0098
Si -0.0047 -0.0025 0.0045
Si -0.0008 0.0026 -0.0038
Si 0.0002 -0.0073 -0.0067
Si -0.0021 0.0002 -0.004
Si 0.0088 -0.0072 0.0148
Si -0.0022 0.0007 -0.0071
Si -0.0002 -0.0012 -0.0084
Si -0.0022 -0.0044 0.0039
Si 0.003 -0.0036 0.0015
Si 0.0029 -0.0126 0.003
Si -0.0126 -0.0016 0.0125
Si 0.0035 0.0181 0.0018
Si 0.0039 0.0083 -0.0079
Si -0.0265 0.0171 0.0094
Si 0.0005 -0.0087 0.0265
Si 0.0005 -0.0076 -0.0044
Si -0.0081 0.0004 -0.0139
Si -0.0053 0.0055 0.0007
Si -0.0037 -0.0331 -0.0218
Si -0.0087 -0.0004 0.0038
Si -0.0033 -0.0081 -0.0085
Si -0.0102 0.0014 0.0083
Si -0.0033 -0.0117 -0.0001
Si -0.0009 0.0038 -0.0026
Si -0.0009 -0.0014 -0.0035
Si -0.0031 0.0093 -0.0036
Si 0.0022 0.0026 -0.0044
Si -0.0058 -0.0102 0.0014
Si 0.0069 -0.0052 -0.0044
Si 0.0068 -0.0067 -0.0066
Si 0.0054 0.0021 -0.0023
Si -0.0002 -0.0006 -0.006
Si -0.0003 0.0005 -0.0012
Si 0.0004 -0.0029 -0.0034
Si -0.0015 -0.0026 0.0031
Si 0.0015 -0.0008 -0.0004
Si 0.0022 -0.0045 -0.0055
Si -0.0021 0.0044 0.0003
O -0.0021 -0.0005 0.0014
O -0.0106 0.0078 -0.0257
O 0.0068 -0.0004 0
O -0.0006 -0.0016 -0.0019
O -0.0007 -0.0005 0.0006
O -0.0018 0.0053 0.0009
O -0.0002 0.003 0.0006
O -0.0132 -0.0204 0.048
O 0.0022 -0.0013 0.0041
O 0.0285 0.0165 -0.0788
O -0.005 -0.0117 -0.0015
O 0.0087 -0.0471 0.0053
O -0.0116 0.0085 -0.0025
O 0.002 -0.002 0.0011
O -0.0132 0.0093 -0.0148
O -0.001 -0.0022 -0.0001
O 0.0027 0.0018 0.0084
O 0.0008 -0.0007 0.0042
O 0.0101 0.0123 0.044
O -0.0009 -0.0033 0.0004
O 0.0001 -0.002 0.0012
O 0.0006 -0.0039 -0.0016
O -0.0004 0.0058 0.0027
O -0.0089 0 -0.0142
O -0.0005 -0.0039 0.0043
O 0.0113 0.0174 -0.0053
O -0.0001 -0.0017 0.003
O 0.0002 0.0004 0.0051
O -0.0031 0.001 0.0025
O 0.0022 0.0018 -0.0169
O -0.0044 0.0084 -0.0099
O 0 -0.0011 0.0037
O 0.004 0.0051 -0.006
O 0.0004 -0.0021 -0.0048
O 0.0003 0.0013 0.0019
O 0.0023 -0.0021 0.0015
O -0.0051 -0.0005 0.0201
O 0.0123 -0.0124 0.0023
O 0.0031 0.0059 -0.0034
O 0.0005 0.0043 -0.0005
O -0.0079 0.0039 0.0205
O 0.0037 -0.0051 -0.0026
O -0.0007 0.0137 -0.0038
O -0.0005 0.0011 -0.0015
O 0.0029 -0.0006 -0.0019
O 0.0086 0.0254 -0.0038
O 0.0033 -0.0041 0.01
O -0.0005 -0.0022 -0.0002
O 0.0001 -0.0022 0.0021
O -0.0015 -0.0042 0.0056
O 0.0011 -0.0109 -0.0086
O -0.0204 0.0102 0.0032
O -0.0033 0.0059 -0.0008
O -0.0006 0 -0.0001
O -0.003 -0.004 -0.0055
O -0.0037 -0.0015 -0.0001
O -0.0047 0.0014 0.0028
O -0.0049 0.0011 0.0135
O 0.0142 -0.0093 -0.0093
O 0.005 0.005 0.0086
O -0.0014 0.0042 0.0014
O -0.0013 0 0.0051
O 0.0114 0.0119 0.0201
O -0.0057 -0.0087 0.0086
O -0.0062 -0.0042 0.0066
O -0.0027 -0.0032 0.0007
O 0.0052 0.0096 0.0079
O -0.0023 -0.0016 0.0006
O 0.0074 -0.0038 -0.0056
O -0.011 0.0084 0.0019
O -0.0024 -0.0024 0.0057
O -0.0017 0.0001 0.0021
O -0.0071 0.0032 0.0048
O 0.0019 -0.0034 0.001
O 0.0014 -0.0101 -0.0004
O -0.0012 -0.0018 -0.0009
O -0.0005 -0.0025 -0.0006
O -0.0049 -0.0065 0.0021
O -0.0023 -0.0067 0.0036
O -0.0013 0.0094 0.0039
O -0.0042 0.0015 0.0097
O -0.0058 0 -0.0013
O 0.0036 -0.0088 0.005
O 0.0206 -0.0122 -0.0177
O 0.0035 -0.0029 0.0003
O -0.0059 0.0023 0.0009

The program warned: the cutoff lies below the one the program advises for these potential files; the exchange-correlation potential is rough where the density is thin.
